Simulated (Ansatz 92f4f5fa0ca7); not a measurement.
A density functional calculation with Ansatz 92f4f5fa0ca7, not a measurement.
Periodic cell of 252 atoms, Si144O100N8, from a study of silicon, its oxide and their interface. The atomic structure is a simulated model.
Doubt: the cutoff is far below the 930 eV that the study's wrapper takes by default for these files, so forces and energies are approximate.
This geometry differs little from another in the collection (a relaxation step or a small displacement).

Settings: functional PBE; potential files Ansatz PAW; basis plane waves; wave-function cutoff 580 eV; density cutoff ratio 5; exchange-correlation grid ratio 1; k mesh 1 x 1 x 1, Gamma-centred; self-consistency stop 5e-08 eV per atom in the density residual; occupations fixed; spin none; net charge 0.

Cell vectors (angstrom)
a, 10.938, 0, 0
b, 0, 10.938, 0
c, -1.9408, -5.264, 35.3486

Atoms and the computed forces on them: element, x, y, z (angstrom), force x, y, z (eV/angstrom)
Si, -0.1565, -7.0288, 27.6238, -0.0063, -0.0026, -0.0007
Si, 2.4286, -4.1929, 27.8512, -0.0075, 0.0173, 0.0246
Si, -0.7455, -0.8725, 28.0232, 0.0109, -0.0141, 0.0055
Si, 2.0883, -9.3046, 27.8845, -0.0012, 0.0044, -0.0017
Si, -6.1749, -6.3259, 27.795, 0.0093, -0.0084, 0.0176
Si, -3.4558, -3.6467, 27.9072, 0.013, -0.0088, -0.0001
Si, 5.1855, -1.4761, 27.9553, -0.0051, 0.0139, 0.0006
Si, -2.9318, -9.5852, 28.0182, -0.0142, 0.0094, 0.0081
Si, 0.8323, -5.3726, 29.0889, 0.0045, 0.0076, 0.0013
Si, 3.5567, -2.5993, 29.2097, -0.0096, -0.011, -0.01
Si, 0.8689, -10.7248, 29.3031, -0.0042, 0.0009, -0.0014
Si, 3.6345, -7.9989, 29.1067, 0.003, 0.0067, 0.0002
Si, -4.6137, -5.253, 29.1914, 0.0023, -0.0079, -0.0051
Si, -1.8969, -2.5164, 29.2475, 0.0059, -0.0049, -0.0046
Si, 6.3208, 0.1844, 29.2002, 0.0011, 0.0018, -0.0073
Si, -1.7736, -7.9708, 29.19, -0.0008, 0.0048, -0.0102
Si, -0.5231, -3.9596, 30.5157, 0.0029, -0.0026, 0.002
Si, 2.204, -1.2158, 30.5798, 0.0067, -0.0014, 0.0115
Si, -0.521, -9.3613, 30.6194, 0.0074, 0.0011, 0.0078
Si, 2.2005, -6.6876, 30.5305, -0.0093, -0.0104, -0.0048
Si, 4.9306, -3.9305, 30.5909, 0.0016, 0.0072, 0.0082
Si, 7.6478, -1.178, 30.6046, -0.0058, 0.0001, 0.012
Si, 4.9298, 1.5603, 30.5352, -0.0027, -0.0067, 0.0066
Si, -3.2556, -6.6566, 30.5297, -0.0047, -0.0038, 0.0044
Si, -1.9408, -5.264, 31.9304, 0.1278, -0.0215, -0.1954
Si, 0.7937, -2.5295, 31.9304, 0.0387, -0.3759, -0.1093
Si, -1.9408, 0.205, 31.9304, 0.0723, 0.1012, 0.2175
Si, 0.7937, -7.9985, 31.9304, 0.403, 0.1238, 0.3749
Si, 3.5282, -5.264, 31.9304, -0.0441, -0.2238, -0.0425
Si, 6.2627, -2.5295, 31.9304, -0.02, -0.0528, 0.2851
Si, 3.5282, 0.205, 31.9304, 0.1645, 0.0145, -0.1253
Si, 6.2627, -7.9985, 31.9304, 0.2139, -0.0618, -0.2194
Si, 1.3673, -1.3673, 3.418, -0.5443, -0.207, -0.0916
Si, 4.1018, 1.3673, 3.418, -0.3897, -0.0891, -0.8961
Si, 1.3673, 4.1018, 3.418, -0.1188, 0.3057, 0.1421
Si, 4.1018, -4.1018, 3.418, -0.0609, -0.1718, 0.416
Si, 6.8362, -1.3673, 3.418, 0.0029, -0.2068, 0.1735
Si, -1.3673, 1.3673, 3.418, 0.0871, -0.0107, 0.3591
Si, 6.8362, 4.1018, 3.418, 0.0713, 0.554, -0.5512
Si, -1.3673, 6.8362, 3.418, -0.039, 0.3524, 0.1867
Si, 2.7492, -0.0357, 4.7042, -0.0183, 0.0138, -0.0138
Si, 5.3321, 2.8602, 4.6294, 0.0047, -0.0037, -0.0059
Si, 2.6368, 5.5371, 4.8492, -0.0036, 0.0083, -0.0046
Si, 5.4884, -2.77, 4.8227, 0.0035, 0.0003, -0.0024
Si, -2.757, -0.005, 4.807, -0.0015, 0.0013, -0.0079
Si, -0.0179, 2.7896, 4.8079, -0.0123, 0.0037, -0.0004
Si, 8.216, 5.4671, 4.7817, -0.0045, 0.0036, -0.0091
Si, -0.1463, -2.6096, 4.8732, 0.0004, 0.0044, -0.0042
Si, 1.3612, 1.3081, 6.0102, 0.0009, -0.0111, 0.0133
Si, 4.0054, 4.0655, 6.1331, -0.0007, -0.0001, 0.019
Si, 1.217, -3.9747, 6.2282, 0.0039, -0.009, 0.0144
Si, 4.0616, -1.3911, 6.1123, 0.021, -0.018, -0.0128
Si, -4.2446, 1.4768, 5.8222, 0.0003, -0.0099, -0.0095
Si, -1.4138, 4.1437, 6.2391, 0.015, -0.0144, 0.0023
Si, 6.8831, -4.1454, 6.2212, -0.0181, 0.0028, -0.0045
Si, -1.5843, -1.2979, 6.4847, -0.0204, -0.0122, 0.0151
Si, 0.1123, 0.0384, 7.5737, 0.037, 0.0221, 0.0057
Si, 3.0264, 2.2795, 7.3638, -0.0234, 0.0156, 0.0085
Si, -0.3405, -5.1245, 7.6097, 0.0358, -0.0115, 0.0049
Si, 2.3329, -2.2865, 7.4739, -0.0158, -0.0223, 0.0192
Si, 5.3259, 0.2386, 7.2071, 0.0231, -0.0083, 0.0224
Si, -3.1287, 2.8676, 7.2851, 0.0205, -0.01, 0.0147
Si, 5.675, 5.1222, 7.3638, -0.0242, 0.0228, -0.0071
Si, -2.7638, -3.0223, 7.9379, 0.0112, -0.0063, 0.0087
Si, -0.5735, -6.6312, 33.2976, 0.0532, 0.0473, -0.0123
Si, 2.161, -3.8967, 33.2976, -0.0228, -0.0072, -0.003
Si, -0.5735, -1.1622, 33.2976, -0.0628, 0.042, -0.0243
Si, 2.161, 1.5723, 33.2976, -0.0485, 0.0923, 0.0047
Si, 4.8955, -6.6312, 33.2976, -0.0844, 0.0669, -0.0221
Si, -3.308, -3.8967, 33.2976, -0.0369, 0.0919, -0.0253
Si, 4.8955, -1.1622, 33.2976, 0.0525, 0.0267, -0.005
Si, 7.63, 1.5723, 33.2976, 0.0216, 0.0045, 0.018
Si, 0.7937, -5.264, 34.6649, -0.006, 0.0107, -0.0047
Si, 3.5282, -2.5295, 34.6649, -0.0133, -0.0006, -0.0194
Si, 0.7937, 0.205, 34.6649, 0.06, -0.0425, -0.0308
Si, 3.5282, -7.9985, 34.6649, 0.0819, -0.111, -0.0195
Si, -4.6753, -5.264, 34.6649, 0.0379, -0.0244, -0.0316
Si, -1.9408, -2.5295, 34.6649, 0.0334, -0.0675, -0.0238
Si, 6.2627, 0.205, 34.6649, -0.0374, -0.0306, -0.0004
Si, -1.9408, -7.9985, 34.6649, 0.0352, 0.0053, -0.0119
Si, 1.3673, 1.3673, 0.6835, -0.0575, 0.1063, -0.0009
Si, 4.1018, 4.1018, 0.6835, -0.0239, 0.0057, 0.0377
Si, 1.3673, 6.8362, 0.6835, 0.018, -0.0502, -0.0195
Si, 4.1018, -1.3673, 0.6835, -0.0128, 0.0511, 0.0216
Si, 6.8362, 1.3673, 0.6835, 0.0091, -0.0048, -0.0076
Si, -1.3673, 4.1018, 0.6835, -0.0218, 0.0521, 0.0321
Si, 6.8362, -4.1018, 0.6835, -0.0771, 0.101, 0.003
Si, -1.3673, -1.3673, 0.6835, -0.0384, 0.0224, 0.0442
Si, 0, 0, 2.0507, 0.1222, 0.0299, -0.011
Si, 2.7345, 2.7345, 2.0507, 0.0032, -0.1647, -0.0471
Si, 0, 5.469, 2.0507, 0.1305, 0.0516, 0.0337
Si, 2.7345, -2.7345, 2.0507, -0.1269, -0.1254, 0.0416
Si, 5.469, 0, 2.0507, 0.0042, 0.0459, 0.0199
Si, 8.2035, 2.7345, 2.0507, -0.0791, -0.0751, 0.0388
Si, 5.469, 5.469, 2.0507, 0.1179, -0.0265, -0.0712
Si, 8.2035, -2.7345, 2.0507, -0.0373, -0.1216, -0.0112
Si, -0.9611, -2.2642, 21.6766, 0, 0.0007, -0.0057
Si, 6.3097, -5.9688, 17.2687, 0.0012, -0.0003, 0.0019
Si, 6.2187, -8.2129, 25.8995, 0.0017, -0.0035, -0.0005
Si, -3.3431, -12.1084, 23.5615, -0.0002, 0.001, -0.0048
Si, 12.0677, -9.5939, 14.802, 0.0005, -0.0001, 0.0004
Si, 9.0098, -14.6534, 14.7611, -0.0005, -0.0006, -0.0003
Si, -2.5882, 3.0402, 15.8287, 0.0027, -0.0007, 0.0003
Si, -3.7224, 7.4589, 10.8819, -0.0006, -0.0027, 0.0184
Si, 4.5633, -0.623, 22.9498, 0.0009, 0.0022, -0.0022
Si, -10.7118, 2.9297, 20.0547, 0.0004, 0.0035, -0.0029
Si, -1.7287, -1.3659, 18.7858, -0.0019, -0.0002, -0.0028
Si, 1.3287, 3.0626, 12.4644, -0.0004, 0.0022, 0.0034
Si, -9.2783, -1.2033, 23.1559, -0.0007, 0.0001, -0.0038
Si, 1.2949, 1.8177, 9.6948, 0.0087, 0.019, 0.0124
Si, 9.3456, 1.9283, 9.597, 0.0021, 0.0116, 0.0158
Si, -2.9431, 1.9888, 23.6611, 0.0003, 0.0001, -0.0058
Si, 4.0586, 0.4364, 25.8686, 0.0044, -0.0005, -0.0046
Si, -2.2598, -3.5641, 25.0819, 0.0029, 0.0016, -0.0036
Si, 5.835, -8.0291, 19.1672, 0.0001, -0.0005, -0.0029
Si, -0.3282, -7.2799, 24.4748, 0.0012, -0.0021, -0.0056
Si, -2.604, -7.5928, 20.9356, -0.0013, -0.0004, -0.0049
Si, -2.9556, 0.4957, 11.9956, -0.0017, -0.0005, 0.0075
Si, -0.7003, -0.8939, 13.8719, 0.0014, -0.0007, 0.0039
Si, 1.5826, 6.8153, 16.545, -0.0002, -0.0003, -0.0003
Si, -6.2491, -3.9914, 15.7349, -0.0001, 0.0007, 0.0009
Si, 0.2244, -6.866, 16.0208, 0.0003, -0.0003, -0.0008
Si, -0.919, 7.0605, 10.2828, 0.0091, -0.0075, 0.0184
Si, -2.452, -4.0822, 17.9158, 0, -0.0009, 0.0003
Si, 9.3454, -5.1532, 22.6915, 0.0005, -0.0004, -0.0059
Si, -9.4812, 1.9439, 22.7674, 0.0016, 0.0008, -0.0066
Si, 0.6472, -2.5973, 25.7426, 0.0003, -0.0035, -0.0041
Si, -3.3865, -10.1996, 17.6738, 0.0008, -0.0009, -0.0007
Si, -4.7029, -2.8848, 13.6913, -0.0012, -0.001, 0.0048
Si, 3.9773, 0.6937, 9.8348, -0.0011, 0.0016, 0.0173
Si, 1.0901, 8.4912, 11.8598, 0.0018, -0.0009, 0.006
Si, 5.7704, -1.2761, 16.0209, 0, -0.0003, 0.0007
Si, -0.0668, -6.6125, 10.1065, 0.0083, 0.0033, 0.007
Si, 3.9172, 1.0584, 15.8889, 0.001, -0.0006, -0.0003
Si, 5.0384, 5.8302, 10.2859, -0.0061, 0, 0.0057
Si, 4.3542, 3.1368, 11.75, -0.0014, 0.0007, 0.0051
Si, 2.2358, 1.0667, 18.3748, -0.0003, -0.0008, -0.0032
Si, 0.0995, 5.8486, 12.7713, 0.0028, -0.0014, 0.0055
Si, -4.5423, -1.0795, 9.6639, -0.003, 0.0133, 0.0122
Si, 0.1375, -5.5436, 18.6771, 0.0001, 0, -0.0012
Si, -10.3718, -1.0558, 16.601, 0.0002, -0.0004, -0.0008
Si, 3.818, 1.4066, 20.937, -0.0005, 0.0015, -0.0036
Si, -4.7536, 2.1734, 13.8647, -0.0004, -0.0007, 0.0012
Si, 3.6486, -2.3307, 10.2949, -0.004, -0.006, 0.0148
O, 1.6188, -0.2034, 17.5381, 0.0016, 0.0012, 0.0018
N, -0.1461, 1.0759, 9.0416, -0.0112, -0.028, -0.0304
N, 4.1633, 1.1605, 8.1475, 0.0041, 0.0113, -0.016
O, -1.87, -10.7305, 27.4573, -0.0033, 0.0021, -0.005
O, -0.4494, -6.6911, 26.0148, 0.0003, 0.0005, 0.012
O, -4.7329, -1.4245, 14.4377, 0.0006, -0.0006, 0.0001
O, -1.2876, 6.1724, 18.8515, 0.0007, -0.0003, 0.0008
O, 0.5818, 5.0613, 8.7756, -0.0112, 0.0022, -0.0091
O, 8.2102, 1.7494, 8.4462, -0.0059, 0.0031, -0.0085
O, 2.9423, 2.9455, 12.5255, 0.0009, -0.0009, -0.0009
O, 5.4709, 3.2816, 12.9153, 0.0004, -0.001, -0.0003
O, -9.6708, -4.4844, 18.1234, 0.0005, -0.001, 0.0011
O, 3.5936, -5.2516, 27.3075, 0.0005, 0.0017, -0.0052
O, 0.9544, -8.2202, 27.4167, 0.0012, -0.0053, -0.0015
O, 8.17, -4.1944, 26.5018, -0.002, 0.0011, 0.0091
O, -2.2783, -1.5818, 22.3841, -0.0004, 0.0001, 0.0039
O, 5.5733, -6.8046, 26.4193, -0.0002, 0.0025, -0.0031
O, 8.5921, -6.1694, 21.6792, 0.001, 0.0002, 0.0034
O, 13.6452, 0.94, 14.8149, 0.0007, 0.0002, 0.0015
O, 0.4455, 2.3164, 21.5467, 0.0013, -0.0016, 0.0053
N, -0.4168, 5.6263, 11.1347, -0.0007, -0.0013, -0.0057
O, 0.8381, 4.45, 13.1759, 0, -0.0003, 0.0004
O, -2.7515, -2.5855, 18.4664, 0.0023, 0.0024, 0.0018
O, 6.3033, -2.581, 27.47, -0.0018, 0.0046, 0.0002
O, -1.9225, -11.0709, 13.0978, -0.0015, -0.0001, -0.0019
O, -2.5289, 0.0546, 18.8876, 0.0016, -0.0009, 0.0016
O, -2.6142, -4.5845, 23.8509, -0.0002, 0.0001, 0.0045
O, 4.3187, 4.5232, 10.9067, 0.0014, 0.0022, -0.0035
O, 1.2475, -1.1229, 7.9397, -0.0057, 0.0021, 0.0007
N, -1.4284, 6.881, 8.6042, -0.0266, 0.0299, -0.0174
O, -2.431, 1.6566, 16.7009, -0.0002, -0.0007, 0.0014
O, 7.3723, 10.4866, 10.8126, -0.0025, -0.003, -0.007
O, 2.9552, -2.7996, 8.8965, -0.003, -0.001, -0.0115
O, -3.3956, 2.8058, 14.4538, -0.0005, -0.0004, -0.0003
O, -7.778, 6.8039, 16.2095, 0.0016, -0.0005, 0.0001
O, 0.5112, -1.8756, 22.2387, 0.0015, 0.0009, 0.0039
O, 6.6139, 5.9364, 10.7667, 0.0023, 0.0011, -0.0027
N, 4.68, -0.9238, 10.0777, 0.0038, 0.0047, -0.004
O, -1.9109, -4.113, 16.3532, 0.0011, -0.0003, 0.0018
O, -9.8918, 2.0751, 18.9095, -0.0002, 0.0004, 0.0019
O, -1.0495, -3.8913, 21.8107, 0, -0.0003, 0.0041
O, 0.6977, 1.7995, 13.29, -0.0004, -0.0005, -0.0013
O, -4.1832, 3.9861, 7.9152, 0.002, -0.0056, 0.0036
O, -0.094, -6.7509, 17.6043, 0.0002, 0.0001, 0.0028
O, 1.0976, 8.3576, 16.2166, -0.0003, 0.0001, 0.0013
O, -0.9282, -1.7074, 20.1496, 0.0008, -0.0011, 0.0046
O, 7.0399, -4.7948, 18.119, 0.0003, -0.0008, 0.0005
O, 5.4417, -5.3958, 16.03, 0.0004, -0.0006, 0.0009
O, 0.0498, -1.4581, 26.7231, -0.0012, 0.0027, 0.0042
O, -3.4669, -3.7869, 14.2503, 0.0012, 0.0007, 0.0008
O, 5.0995, -9.328, 26.2477, -0.0017, -0.0004, 0.0043
O, -3.9736, -0.4954, 16.7815, 0.0007, 0.0006, 0.0014
N, 0.1818, 10.856, 15.1721, -0.0007, -0.001, 0
O, -1.4061, 2.8683, 19.9219, 0.0004, 0.0005, 0.0025
O, -2.948, -8.7401, 22.0479, 0.0004, -0.0003, 0.0037
O, -7.9672, 0.6029, 19.7728, 0.002, 0.0006, 0.0051
O, 0.387, -1.2732, 12.7189, 0.0003, -0.0002, -0.0001
O, -1.2072, -7.2107, 15.3201, 0.0003, 0.0001, 0.0016
O, 2.572, -1.9443, 11.4526, 0.0056, 0, -0.0022
O, 5.2935, 4.0729, 18.1654, -0.0001, -0.001, 0.0019
O, 0.2432, -2.7393, 10.4756, -0.0021, 0.0001, -0.0047
O, -6.0909, -3.6624, 14.1258, 0.0005, -0.0002, 0.0001
O, 2.6182, 0.8879, 26.4954, -0.0051, 0.0027, 0.0102
O, 14.2879, -9.2266, 17.3111, -0.0008, -0.0009, 0.0031
O, -4.2528, 0.9917, 12.8552, 0.0014, -0.0009, -0.0003
O, 1.5629, -1.8553, 24.6366, 0.0011, 0.0009, 0.0037
O, -2.097, 1.5864, 11.1163, 0.0035, 0.0023, -0.0076
O, -7.7382, -1.5006, 22.6214, -0.0008, -0.0019, 0.0027
O, 4.8252, 0.3561, 21.6695, 0.0008, -0.0008, 0.0016
O, -6.8228, 0.2532, 24.2623, 0.0007, -0.0009, 0.0035
O, -1.3322, -2.2116, 14.5955, 0.0003, -0.0005, 0.0004
O, -6.2953, -8.3634, 20.1959, -0.001, -0.0015, 0.0031
O, 1.1445, 7.1173, 12.7619, -0.0004, 0.0007, -0.0009
O, 7.5418, -6.8742, 16.7633, -0.0001, 0.0006, 0.0016
O, -1.4049, 3.5637, 9.558, -0.0065, -0.0049, -0.0039
O, 0.6256, -6.3917, 19.9972, 0.0001, -0.0035, 0.003
O, 1.642, -3.6167, 26.525, -0.0014, 0.0002, -0.0047
O, 5.9987, -1.3921, 23.1745, 0.0007, -0.0003, 0.0036
O, 1.0795, 2.8866, 24.0632, -0.0017, 0.0014, 0.0066
O, -4.2365, -8.1698, 24.3387, 0.0015, 0.0008, 0.0027
O, 1.0901, 2.7048, 15.7488, -0.0001, -0.0001, 0.0006
O, -3.0932, -10.547, 23.9713, 0.0006, -0.0006, 0.0038
O, 4.3868, -0.4604, 16.2244, 0.0003, -0.0002, 0.0005
O, -0.7426, -1.269, 17.5132, -0.0004, -0.0004, 0.0018
O, -0.4187, -6.0018, 23.4533, 0, 0.0001, 0.0044
O, -3.4014, -8.6626, 26.7371, 0.0026, -0.0015, 0.0034
O, 4.5129, 9.9721, 26.5434, 0.0019, -0.0035, 0.0086
O, 7.9312, -2.1247, 24.8477, 0.0003, -0.0014, 0.0046
O, -5.747, 1.7834, 15.1276, 0.0008, 0.0001, 0.0005
O, 4.3497, -3.7202, 10.7915, 0.0029, -0.002, -0.0005
O, -5.4811, -13.7272, 16.5658, -0.0002, -0.0012, -0.0002
N, 0.8153, 3.0298, 10.8391, -0.0024, -0.007, -0.0116
N, 7.0706, -2.6507, 9.3458, 0.0199, -0.007, -0.0282
O, -2.1526, -3.4038, 11.2526, -0.0028, 0.0022, -0.0021
O, -1.0918, 6.1787, 13.8325, 0.0009, -0.0003, -0.0012
O, 7.053, -7.3715, 19.9911, 0.0043, 0.0001, 0.0043
O, -0.6257, -3.3823, 25.0818, -0.002, -0.0007, 0.0043
O, 4.925, 5.7686, 8.6717, -0.001, 0.001, 0.0016
O, -1.551, -8.3509, 24.2629, 0.0016, 0.0012, 0.005
O, -4.6123, 1.5912, 18.3265, -0.0002, 0.0013, 0.0023
O, -4.4307, -0.328, 8.2267, -0.0047, 0.0012, -0.0078
O, 0.9232, -5.3909, 15.6782, 0.0003, 0.0004, 0.0013
O, 1.3101, 0.3894, 23.2198, 0.0002, 0.0001, 0.0029
O, 6.4275, 8.2506, 12.0919, 0.0019, 0.0006, -0.0056
O, 2.9444, 2.146, 22.114, -0.0011, -0.0011, 0.003
O, 4.6728, 1.8456, 10.7858, 0.0006, -0.0027, -0.0027
O, 13.3048, 0.6924, 10.2263, 0.0024, -0.0059, -0.0001
O, 2.112, 2.7794, 8.6423, 0.0033, -0.0001, -0.0067

Results
free energy: -151502.980 eV
free energy less fixed offsets of N -385.13, O -568.88, Si -635.61 eV per atom: -6.100 eV

The program warned: the cutoff lies below the one the program advises for these potential files; the exchange-correlation potential is rough where the density is thin.
